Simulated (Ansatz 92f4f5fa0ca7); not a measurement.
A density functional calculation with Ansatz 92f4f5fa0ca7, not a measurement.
Periodic cell of 220 atoms, Si132O88, from a study of silicon, its oxide and their interface. The atomic structure is a simulated model.
This geometry differs little from another in the collection (a relaxation step or a small displacement).

Settings: functional r2SCAN; potential files Ansatz PAW; basis plane waves; wave-function cutoff 800 eV; density cutoff ratio 5; exchange-correlation grid ratio 1; k mesh 1 x 1 x 1, shifted by 0.5 0.5 0 of a step; self-consistency stop 1e-10 eV per atom in the density residual; occupations fixed; spin none; net charge 0.

Cell vectors (angstrom)
a, 10.888, 0, 0
b, 0, 10.888, 0
c, 0, 0, 31.7746

Atoms: element, x, y, z (angstrom)
Si, 1.6143, 1.5968, 1.5166
Si, 4.5074, -4.8181, -1.8402
Si, 0.6867, 5.4254, -0.3562
Si, 2.8062, 7.9915, -0.0004
Si, 5.8446, -0.341, 0.0907
Si, 7.4256, 3.6651, -1.5266
Si, 6.0399, 5.1986, -0.3388
Si, 7.5525, 8.733, 0.089
Si, -0.6999, 0.4125, -0.0329
Si, 3.9437, 3.7255, 1.5685
Si, 1.418, 6.7703, 1.4077
Si, 4.0927, 9.5105, 1.2604
Si, 6.8543, 1.284, 1.4297
Si, 9.4851, 3.9388, 1.3445
Si, 6.8048, 6.8026, 1.2715
Si, 9.3952, 9.5828, 1.3802
Si, 0.0444, 2.786, 2.7952
Si, 2.7541, -0.0571, 2.7109
Si, -0.0573, 8.1412, 2.6374
Si, 2.7521, 5.3938, 2.7629
Si, 5.5008, 2.5995, 2.8489
Si, 8.1404, -0.0361, 2.8715
Si, 5.3788, 8.0882, 2.6791
Si, 8.1817, 5.4326, 2.6487
Si, 1.3924, 4.0962, 4.1787
Si, 4.1121, 1.2459, 4.1619
Si, 1.3441, 9.4829, 4.0185
Si, 4.0825, 6.7619, 4.101
Si, 6.84, 4.0808, 4.0722
Si, 9.5627, 1.3668, 4.0997
Si, 6.7484, 9.4433, 4.1135
Si, 9.5287, 6.7767, 4.0553
Si, 0.039, -0.0068, 5.4123
Si, 2.7668, 2.6882, 5.4745
Si, 0.0033, 5.4611, 5.4782
Si, 2.7075, 8.1425, 5.4137
Si, 5.4398, -0.0912, 5.5334
Si, 8.1896, 2.7125, 5.4337
Si, 5.4757, 5.432, 5.4372
Si, 8.1738, 8.1302, 5.4446
Si, 1.387, 1.3296, 6.8083
Si, 4.123, 4.0861, 6.806
Si, 1.3638, 6.8352, 6.8157
Si, 4.0545, 9.4445, 6.8515
Si, 6.8304, 1.3464, 6.8002
Si, 9.5248, 4.0655, 6.7981
Si, 6.8196, 6.7765, 6.814
Si, 9.5375, 9.5618, 6.7651
Si, 0.0238, 2.726, 8.1335
Si, 2.7093, -0.0506, 8.1829
Si, -0.0048, 8.2212, 8.1359
Si, 2.7622, 5.4804, 8.1474
Si, 5.4876, 2.7284, 8.1513
Si, 8.2114, 0.0297, 8.1751
Si, 5.4755, 8.1291, 8.2033
Si, 8.1467, 5.3883, 8.1582
Si, 1.374, 4.1242, 9.4533
Si, 4.1186, 1.3393, 9.4329
Si, 1.3164, 9.5333, 9.5897
Si, 4.1251, 6.7771, 9.5872
Si, 6.8075, 4.064, 9.5928
Si, 9.5474, 1.4374, 9.5491
Si, 6.8673, 9.5204, 9.5192
Si, 9.505, 6.8208, 9.3943
Si, -0.078, 0.0315, 10.9407
Si, 2.7216, 2.6904, 10.7127
Si, 0.0389, 5.5951, 10.7377
Si, 2.7647, 8.1886, 10.8993
Si, 5.5043, 0.0415, 10.8112
Si, 8.352, 2.9298, 10.9689
Si, 5.4135, 5.3577, 11.0039
Si, 8.1653, 8.0509, 10.843
Si, 1.3564, 1.4614, 12.1583
Si, 2.2181, 4.9012, 13.3649
Si, 1.4056, 6.7923, 12.1937
Si, 4.1202, 9.6544, 12.1319
Si, 6.527, 1.0814, 12.7065
Si, 8.253, 5.7008, 13.804
Si, 5.6691, 8.5036, 13.4821
Si, 9.4534, 9.4423, 12.2146
Si, -0.562, 2.9378, 15.4659
Si, 3.1198, 0.5271, 13.3843
Si, -1.2767, 7.2466, 15.0316
Si, 4.0181, 3.8849, 12.2457
Si, 4.7684, 2.2224, 13.839
Si, 10.8693, 0.7943, 16.3963
Si, 4.5322, 8.1063, 15.5592
Si, 9.6211, 4.4245, 12.2443
Si, 0.4368, 3.2696, 13.3564
Si, 2.2933, -0.7119, 15.1096
Si, 6.5724, 8.9558, 17.6438
Si, 8.6683, 9.5054, 15.5412
Si, 7.5525, 4.249, 15.656
Si, 7.5467, -0.8684, 13.5699
Si, 6.7605, 6.7814, 12.3166
Si, 11.0557, 8.2466, 13.5369
Si, 27.3805, -41.0713, 23.9156
Si, 8.7847, 15.5534, 18.5593
Si, 3.3172, 4.4613, 22.6838
Si, 13.5846, -7.2894, 29.8477
Si, 13.2381, -4.8897, 26.8555
Si, 4.7359, 10.849, 19.352
Si, -27.6155, 8.2465, 27.6063
Si, 5.4029, 5.89, 26.1224
Si, 15.9297, 12.56, 29.569
Si, 16.438, -5.5792, 20.9624
Si, 11.067, 4.8757, 16.6601
Si, 2.2659, -0.3114, 20.6243
Si, 3.0975, -0.9198, 25.8966
Si, 7.9613, 16.2862, 27.6745
Si, 8.7401, 2.5642, 23.4222
Si, 8.4103, -30.3774, 20.6149
Si, 1.3475, -26.2627, 24.2379
Si, 4.4203, -30.9976, 26.4953
Si, -4.6753, 11.3173, 21.8658
Si, 21.0801, -11.833, 28.8491
Si, 48.1894, -7.809, 18.9589
Si, 12.5959, 3.0922, 27.0938
Si, 10.7976, -20.7697, 19.5659
Si, -14.2171, 18.0545, 19.9529
Si, -30.5065, 13.5156, 20.5991
Si, 12.6476, -1.692, 23.23
Si, 18.5765, 8.4344, 28.7119
Si, 9.9441, -11.2407, 23.9408
Si, -4.0247, 6.0313, 23.5501
Si, 7.8551, 19.604, 22.6187
Si, 1.1869, 18.471, 29.3412
Si, 20.3644, 4.9605, 24.9865
Si, 13.9516, -5.6523, 15.5157
Si, 0.346, -21.2545, 26.545
Si, 26.8315, -18.0282, 15.8018
Si, 19.4211, 2.2391, 31.8385
O, -2.7318, 4.451, -2.7925
O, -8.0517, 2.6057, 1.0772
O, 1.8652, -3.916, -6.1165
O, 5.3968, 0.3273, -1.3701
O, 9.1216, -23.4851, -8.235
O, 19.6322, -1.3303, -3.5072
O, 22.3963, 2.115, -5.3826
O, -3.1931, 2.1278, -19.5289
O, 1.2062, -14.1062, -8.5363
O, 43.2823, -9.9706, -13.8008
O, 20.7906, -33.0019, -16.0276
O, 15.6015, -3.7259, -3.0159
O, 12.5758, 13.9224, -3.0714
O, 14.5852, 6.7693, -0.6193
O, 11.6162, 10.614, 20.1124
O, 10.468, -4.592, 16.0939
O, 14.629, -1.8525, 27.0689
O, 33.9383, -1.761, 14.3958
O, 18.0557, 13.74, 23.6981
O, 3.5074, 9.3548, 15.841
O, 21.5933, 11.2205, 28.0366
O, -16.8966, 1.3074, 27.9921
O, 3.6412, -6.0694, 29.3143
O, 16.9121, 6.6462, 20.1749
O, 14.5078, -4.1214, 15.6269
O, 24.9212, 2.639, 26.536
O, 17.5321, 5.2063, 22.1602
O, 34.8636, 3.6239, 21.8528
O, 5.4166, 11.9726, 23.1036
O, 9.1904, 33.6578, 23.4149
O, -9.4267, 4.6448, 26.716
O, -8.2162, 12.0715, 21.1378
O, 10.3706, -6.1992, 18.1375
O, 11.2896, -26.2619, 30.1345
O, 4.8763, 3.4608, 17.4095
O, 16.4247, 4.0339, 19.9342
O, 16.5498, -16.1693, 24.5473
O, 23.7943, 8.4985, 30.4085
O, 26.7639, 12.4025, 19.0216
O, 8.633, 13.8889, 15.4208
O, 2.4532, -34.0643, 21.7891
O, 14.7781, -16.2205, 26.5703
O, 7.6386, 9.7706, 16.759
O, 2.848, -1.5562, 24.4246
O, 11.4441, 10.2926, 23.3497
O, 12.7217, -27.6813, 16.6196
O, -8.8187, 6.8239, 28.2109
O, 11.7116, -20.7681, 31.9578
O, 18.3567, 19.0407, 18.69
O, 25.4537, 13.2263, 30.1587
O, 10.8138, 5.6952, 24.4786
O, 9.0174, -7.8169, 21.8954
O, 6.498, -5.8019, 27.011
O, 4.4352, -18.3101, 23.3275
O, 8.3786, 3.2958, 19.3359
O, 8.2843, 16.5388, 24.1568
O, 21.0203, -0.0849, 25.5244
O, -5.3978, -19.3806, 25.5252
O, 8.2162, -2.9163, 21.2006
O, 29.6672, 4.7982, 17.1801
O, -6.7708, -21.4744, 25.6966
O, 16.5491, -2.9119, 16.7224
O, 5.6315, -3.411, 26.3063
O, 11.5713, 2.3812, 19.975
O, 9.1346, -5.7947, 26.571
O, 21.0525, 4.7587, 31.8413
O, -3.7492, -33.4309, 22.3659
O, 6.2518, -19.0424, 29.5981
O, 18.8808, 6.9773, 28.0586
O, 23.5154, 26.011, 30.9973
O, 13.3572, -16.429, 23.7191
O, 5.1976, 10.5849, 20.8616
O, -1.3142, -7.4827, 24.5136
O, 7.0055, 1.6015, 21.0497
O, -6.8007, 16.3333, 21.6313
O, -2.3908, 5.9152, 19.537
O, -4.6153, -1.8018, 28.2285
O, 14.0898, 10.3237, 19.314
O, 4.8116, 4.2343, 32.0497
O, 31.1103, 1.0198, 20.2145
O, 1.6969, 10.5462, 26.4201
O, -10.6942, -2.274, 28.6158
O, -9.3842, -10.649, 16.1738
O, -16.1814, 31.7951, 18.3029
O, 3.0888, -18.5503, 19.4064
O, -0.7212, -11.3452, 30.3684
O, -3.0917, 19.1259, 30.3075
O, 6.8795, -14.1297, 23.3493

Results
free energy: -134619.217 eV
free energy less fixed offsets of O -570.45, Si -639.56 eV per atom: 2.303 eV

Forces (eV/angstrom), in the order of the atoms: element, x, y, z
Si, -0.0028, 0.0015, -0.0539
Si, -0.0295, 0.0283, -0.1908
Si, 0.0203, -0.0069, -0.131
Si, -0.0001, -0.0145, -0.1124
Si, -0.0175, 0.026, -0.0701
Si, 0.0081, 0.0212, -0.1677
Si, -0.0156, 0.0031, -0.0236
Si, 0.0136, -0.0216, -0.088
Si, 0.0132, -0.0366, -0.1019
Si, 0.0074, 0.0008, -0.062
Si, -0.0018, -0.0031, 0.0083
Si, 0.0029, -0.0012, 0.0053
Si, 0.0068, 0.0022, 0.0068
Si, 0.0092, 0.0043, -0.0314
Si, -0.0047, -0.0046, 0.0037
Si, 0.0027, -0.0006, 0.004
Si, 0.0001, 0.0035, 0.0024
Si, 0.0069, -0.0071, -0.0015
Si, 0.0004, -0.002, -0.0043
Si, -0.0057, 0.0042, -0.0032
Si, 0.006, -0.0086, -0.0015
Si, -0.0022, -0.0008, -0.0019
Si, 0.0039, -0.0032, -0.0021
Si, 0.0008, 0.0084, 0.0013
Si, 0.0029, -0.0025, 0.0019
Si, -0.0008, 0.0015, 0.0019
Si, -0.0024, -0.0007, 0.0004
Si, 0.0058, 0.002, -0.0008
Si, 0.0028, -0.0014, 0.0001
Si, -0.0011, -0.0018, -0.0018
Si, -0.0008, -0.0014, -0.0013
Si, 0.0031, -0.001, 0.0017
Si, 0.001, 0, 0.0002
Si, -0.0009, -0.0022, 0.0007
Si, 0.0012, -0.0015, 0.0011
Si, 0.0009, -0.0014, 0.0008
Si, 0.0011, -0.0007, 0.0007
Si, 0.0008, -0.0005, 0.0027
Si, -0.0011, -0.0016, -0.0007
Si, 0.0031, 0.0004, 0
Si, 0.0014, -0.0024, 0.0008
Si, 0.0001, -0.0007, 0.0009
Si, 0.0028, 0.0002, 0.0011
Si, -0.0002, -0.0007, -0.0001
Si, 0.0009, -0.0019, 0.0013
Si, 0.0019, -0.0025, 0.001
Si, 0.0007, -0.0016, 0.001
Si, 0.0022, -0.0015, 0.0002
Si, 0.0017, 0.0021, 0.0028
Si, 0.0016, -0.0009, 0.0005
Si, 0.0016, -0.0002, 0.0011
Si, -0.0008, -0.0029, 0.0007
Si, -0.0014, -0.0018, 0.0016
Si, -0.0006, -0.0004, 0.002
Si, 0.0002, 0.001, 0.0024
Si, 0.0008, 0.0005, 0.0027
Si, 0.0029, -0.0013, 0.0007
Si, -0.0013, -0.0026, 0.0005
Si, 0.0002, 0.0006, 0.001
Si, -0.0012, -0.0008, 0.0012
Si, -0.0019, -0.0019, -0.0004
Si, 0.0034, -0.0053, 0.0001
Si, -0.0011, -0.0014, 0.0005
Si, 0.0036, 0.0002, -0.0001
Si, 0.0015, -0.0013, -0.0016
Si, 0.0018, -0.0003, 0.0032
Si, 0.0026, 0.0011, 0.004
Si, -0.001, -0.0003, 0.0044
Si, -0.0008, 0.0007, 0.0054
Si, -0.0022, -0.0054, -0.0118
Si, 0.0021, -0.0009, -0.0002
Si, 0.0022, 0.0001, 0.0006
Si, 0.0004, -0.007, 0.0028
Si, 0.0022, -0.0022, 0.0116
Si, -0.0018, 0.0014, 0.0036
Si, -0.0035, -0.0031, 0.0059
Si, 0.017, 0.0091, -0.0116
Si, 0.0006, -0.0002, 0.006
Si, 0.0005, 0.0045, -0.0004
Si, 0.0034, -0.0026, 0.0065
Si, 0.0108, 0.0052, -0.0314
Si, 0.0007, -0.0021, 0.0042
Si, -0.0214, 0.0219, -0.032
Si, 0.0009, 0.0033, 0.004
Si, -0.001, 0.0029, 0.0002
Si, 0.0089, -0.0092, -0.1988
Si, -0.0386, -0.006, -0.1283
Si, 0.0041, -0.003, 0.0007
Si, 0.0006, 0.0025, 0.0028
Si, 0.0064, -0.0115, -0.1069
Si, 0.0104, -0.0049, -0.2653
Si, 0.0155, -0.0465, -0.1123
Si, -0.0267, -0.0119, -0.1258
Si, 0.0075, 0.0031, 0.0074
Si, -0.0063, -0.0021, 0.001
Si, -0.0118, -0.0077, -0.0221
Si, 0.0088, -0.0207, -0.294
Si, 0.0513, 0.0282, -0.2982
Si, -0.0049, -0.0358, -0.2779
Si, -0.0202, -0.0384, -0.1913
Si, 0.0032, -0.0076, -0.2754
Si, 0.0399, -0.0033, -0.2505
Si, -0.039, 0.0277, -0.2513
Si, 0.0026, -0.0292, -0.273
Si, -0.0556, 0.0032, -0.2281
Si, 0.0144, -0.017, -0.2863
Si, 0.0185, 0.0197, -0.1616
Si, -0.0113, 0.0635, -0.2483
Si, -0.0364, -0.005, -0.2582
Si, 0.0133, -0.0004, -0.3007
Si, -0.0194, -0.0111, -0.2661
Si, 0.0256, 0.0105, -0.2889
Si, 0.0124, -0.0184, -0.2565
Si, 0.0306, 0.0231, -0.2972
Si, -0.0107, -0.0122, -0.2612
Si, 0.0195, 0.0308, -0.2401
Si, 0.0199, 0.0087, -0.3139
Si, -0.003, -0.0107, -0.2344
Si, -0.0213, 0.0032, -0.283
Si, 0.0247, -0.021, -0.2899
Si, -0.0117, -0.0225, -0.2468
Si, -0.006, 0.0361, -0.2875
Si, -0.0194, -0.0104, -0.2306
Si, -0.044, -0.02, -0.2594
Si, 0.0099, 0.0228, -0.294
Si, -0.0191, 0.0028, -0.2588
Si, 0.0139, -0.0136, -0.2349
Si, -0.0059, -0.0258, -0.2847
Si, 0.0225, -0.0119, -0.0796
Si, -0.0121, -0.0333, -0.2624
Si, 0.0075, 0.0181, -0.1448
Si, -0.0023, 0.0039, 0
O, -0.0262, -0.0815, 0.1964
O, -0.0024, -0.0041, 0.0358
O, 0.0332, -0.0089, 0.1769
O, 0.0347, -0.0605, 0.1183
O, 0.0499, 0.0316, 0.1026
O, 0.0004, -0.009, 0.0819
O, 0.0205, 0.0207, 0.0853
O, -0.0169, -0.0204, 0.023
O, -0.0008, -0.0386, 0.1002
O, 0.0015, -0.0073, 0.2623
O, 0.0278, 0.0379, 0.0636
O, -0.0056, -0.0833, 0.1673
O, 0.0327, 0.0225, 0.166
O, -0.0233, 0.0337, 0.098
O, 0.045, -0.032, 0.1078
O, 0.0317, -0.0549, 0.0748
O, 0.0554, -0.0499, 0.1262
O, 0.0163, 0.0204, 0.0427
O, -0.0257, 0.007, 0.0898
O, 0.0115, -0.0105, 0.0614
O, -0.0386, -0.0465, 0.1609
O, 0.0371, 0.0017, 0.2171
O, 0.0396, 0.0142, 0.0896
O, -0.0321, -0.0308, 0.1122
O, 0.0082, 0.019, 0.0399
O, -0.0335, 0.0102, 0.0997
O, 0.0396, 0.0252, 0.1893
O, 0.0332, 0.0712, 0.1554
O, -0.0224, 0.0595, 0.1487
O, 0.0299, -0.0354, 0.0975
O, 0.0075, -0.0207, 0.0923
O, 0.0028, -0.008, 0.087
O, -0.0681, 0.0023, 0.1527
O, -0.0019, -0.0401, 0.1196
O, -0.0241, -0.0462, 0.2656
O, 0.0196, 0.0712, 0.1554
O, -0.0557, 0.0048, 0.1972
O, 0.0408, 0.0119, 0.1264
O, -0.0087, -0.0321, 0.0933
O, -0.0011, -0.0049, 0.0431
O, -0.0229, -0.0671, 0.1916
O, -0.0265, 0.0082, 0.0945
O, -0.0663, -0.0023, 0.1347
O, 0.0538, 0.0229, 0.1865
O, -0.0197, 0.0051, 0.1037
O, -0.0312, -0.0031, 0.0755
O, -0.0371, 0.0543, 0.1741
O, 0.0087, 0.0109, 0.0556
O, 0.0204, -0.052, 0.1686
O, 0.0136, 0.001, 0.0686
O, -0.015, -0.005, 0.0882
O, 0.0093, 0.0101, 0.1978
O, 0.0514, -0.0065, 0.133
O, 0.0429, -0.0306, 0.1159
O, -0.0242, -0.0863, 0.162
O, 0.0555, -0.0249, 0.1242
O, 0.0545, 0.0349, 0.1962
O, -0.0492, -0.0279, 0.1968
O, 0.0116, 0.0595, 0.1925
O, 0.051, 0.015, 0.1925
O, -0.0005, 0.0098, 0.0989
O, 0.0574, 0.0268, 0.1389
O, -0.007, 0.04, 0.1274
O, 0.0359, 0.0164, 0.0947
O, -0.0628, 0.022, 0.2061
O, -0.0287, -0.0212, 0.0563
O, 0.0294, -0.0329, 0.0944
O, 0.0518, 0.032, 0.0884
O, -0.0026, 0.0503, 0.0995
O, -0.036, 0.041, 0.0926
O, -0.0614, 0.0654, 0.1382
O, 0.0479, 0.0127, 0.1575
O, 0.0269, 0.0594, 0.1226
O, -0.0293, -0.0267, 0.1138
O, -0.0487, -0.0137, 0.1325
O, -0.0464, 0.0629, 0.1257
O, 0.0441, -0.0005, 0.0934
O, -0.0393, 0.0015, 0.1104
O, -0.0196, -0.0141, 0.0689
O, -0.037, 0.0208, 0.1058
O, -0.0239, 0.0204, 0.0888
O, 0.0078, -0.0177, 0.0831
O, -0.0361, 0.017, 0.0831
O, -0.0551, 0.0576, 0.1289
O, -0.0538, -0.0141, 0.1324
O, -0.0133, 0.0511, 0.1707
O, -0.0101, 0.0129, 0.1886
O, -0.024, -0.0461, 0.1095

The program warned: the cutoff lies below the one the program advises for these potential files; the forces do not sum to zero within the program's tolerance; empty levels may hold ghost states of the PAW files; the exchange-correlation potential is rough where the density is thin.
